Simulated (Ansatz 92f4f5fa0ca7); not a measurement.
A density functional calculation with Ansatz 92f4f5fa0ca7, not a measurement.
Periodic cell of 158 atoms, Si96O58N4, from a study of silicon, its oxide and their interface. The atomic structure is a simulated model.

Settings: functional r2SCAN; potential files Ansatz norm-conserving; basis plane waves; wave-function cutoff 1300 eV; density cutoff ratio 4; exchange-correlation grid ratio 1; k mesh 2 x 2 x 1, shifted by 0.5 0.5 0.5 of a step; self-consistency stop 5e-08 eV per atom in the density residual; occupations Fermi-Dirac, 0.05 eV; spin none; net charge 0.

Cell vectors (angstrom)
a 10.88 0 0
b 0 10.88 0
c 0 0 23.0656

Atoms and the computed forces on them: element, x, y, z (angstrom), force x, y, z (eV/angstrom)
Si 0.0454 -0.0176 -0.1169 1.5318 -1.4082 0.9943
Si 2.727 2.3518 0.1525 -1.246 2.3078 1.2811
Si -0.253 5.8432 0.0101 -0.3727 2.8482 1.5814
Si 2.189 8.4355 0.049 1.396 -0.9604 0.3981
Si 5.1525 0.554 -0.0417 1.5545 -0.4502 -1.6745
Si 8.1196 3.0191 0.2891 -1.972 -1.8254 -1.4119
Si 5.9376 5.2319 0.2265 -1.1408 -0.9552 -1.3202
Si 8.4374 7.9946 -0.0472 -0.8094 0.8074 -0.003
Si 1.1577 1.4826 1.5082 0.1329 -1.211 0.974
Si 3.9496 4.0754 1.3334 2.1486 0.3269 -0.2632
Si 1.1367 6.824 1.6353 2.3573 -0.4106 -1.9003
Si 4.2686 9.6958 1.1005 -2.8087 -1.3762 0.451
Si 6.7615 1.5517 1.578 0.1017 -0.138 -2.2421
Si 9.3251 4.5426 1.3997 1.7147 -1.6733 -0.0221
Si 7.1498 6.8528 1.4514 -1.1052 -1.224 1.1485
Si 9.4086 9.5682 1.4106 -0.8934 1.3566 -0.8175
Si -0.1782 3.1751 2.8676 1.5312 -0.2276 -1.7954
Si 2.7662 -0.0878 2.7148 0.0034 1.146 -0.5295
Si -0.3179 8.0024 2.7805 0.2926 1.362 1.8062
Si 2.9071 5.5691 2.7409 -1.5429 -0.101 0.7507
Si 5.6641 2.919 2.8774 -2.885 1.0088 -0.1834
Si 7.941 0.1588 2.8447 2.1019 -1.5717 -0.3567
Si 5.4584 8.2042 2.4121 0.802 0.4357 1.0898
Si 8.0378 5.3098 3.0589 0.3686 1.7496 0.6107
Si 1.47 4.1951 4.2302 -0.2921 0.5795 -0.4515
Si 4.2045 1.5183 3.9352 -0.9444 -2.0751 0.9577
Si 1.1989 9.5593 3.9836 0.5312 -0.8964 0.4919
Si 4.1875 7.0274 4.086 -0.6462 0.2282 -1.2439
Si 6.6367 4.1276 4.5215 0.8641 0.6529 -1.2885
Si 9.5818 1.5222 3.8954 -1.8065 -0.3553 1.8771
Si 6.8564 9.3677 4.0664 -0.0659 -0.0671 -0.0676
Si 9.7485 6.4673 4.4649 -1.8437 1.1212 -0.6602
Si -0.1948 -0.0217 5.3768 0.6533 0.5527 -0.4044
Si 2.585 2.5357 5.3159 1.1909 0.3491 0.3279
Si 0.2488 5.318 5.9695 -0.7182 -0.4836 -0.9678
Si 2.7293 8.3002 5.4386 -0.8743 -0.2424 -0.1206
Si 5.6903 0.0455 5.3453 -2.8503 -1.9815 -1.1839
Si 8.1677 2.8502 5.5572 0.4605 -1.8851 -0.0805
Si 5.6275 5.9126 5.4328 -1.5095 -2.0954 0.4325
Si 8.1701 7.9846 5.5883 1.3948 1.0922 -0.6196
Si 1.1474 1.3347 6.7457 0.1713 0.2756 1.0697
Si 4.1356 4.0162 6.4377 0.0462 0.489 0.343
Si 1.4859 6.9226 7.0585 0.8932 -0.4118 -0.9477
Si 4.1746 9.5213 6.7825 -0.6214 1.3462 -0.5577
Si 6.7378 1.2981 6.7157 1.7505 2.6523 2.0359
Si 9.506 3.8539 7.1421 0.4198 1.762 -0.1757
Si 6.8751 6.8377 7.0194 -0.6992 0.768 1.2976
Si 9.4794 9.5988 6.9128 0.4727 -1.1544 -0.0401
Si -0.0068 2.6881 8.5736 0.2677 -0.9119 -1.3018
Si 2.6359 0.029 8.0585 1.4474 -0.0644 -0.9547
Si 0.1187 8.1 8.4327 -1.9346 1.0213 0.1044
Si 2.9383 5.2914 7.9379 -0.4727 0.2775 0.8378
Si 5.2591 2.7129 8.081 1.6385 0.5035 -2.545
Si 8.2985 0.2958 8.1716 -0.0331 -0.4845 -0.9777
Si 5.3267 8.2278 8.2781 1.2585 -1.1762 0.7161
Si 8.0711 5.358 8.3532 0.3302 0.017 -0.7106
Si 1.6247 4.0685 9.4552 -0.6973 0.7857 1.0894
Si 4.1906 1.2937 9.3154 -1.0843 -1.997 1.543
Si 1.7531 9.4369 9.516 -1.2443 -0.0119 1.7337
Si 4.0768 6.307 9.7045 1.1658 0.7064 -0.3808
Si 6.6916 3.8929 9.4051 -0.2248 0.0571 0.7058
Si 9.5719 1.21 9.8495 1.7594 0.1038 0.7749
Si 6.971 9.7365 9.2446 -1.5747 -0.5586 1.062
Si 9.1394 6.758 9.8319 2.6431 0.995 0.7557
Si 0.5816 0.0234 11.1348 -0.6186 0.1871 0.9597
Si 2.7919 2.3967 10.6997 0.4528 0.9899 0.5597
Si 0.4184 5.8824 10.81 0.1255 -1.6406 2.5994
Si 2.8971 7.8634 10.8702 0.2486 -0.4324 0.7433
Si 5.9373 0.3272 10.8392 -1.4997 -1.5651 0.6177
Si 8.0336 2.6342 10.7994 0.2413 0.8691 2.1007
Si 5.1115 4.5311 11.0505 1.5499 -0.3716 1.9508
Si 7.8807 8.5411 10.9331 1.4807 1.1841 1.0765
Si -0.8038 -4.8089 13.4329 1.271 2.7717 -0.1215
Si 10.9875 9.6073 17.21 1.9538 3.038 2.7203
Si -5.6867 3.6416 17.6322 0.4708 1.6251 1.4552
Si 5.3242 8.8385 12.6534 3.1477 0.6543 0.6876
Si 13.6824 -0.007 16.331 1.8134 0.5776 1.9866
Si 8.6359 2.7654 15.5214 -1.3894 2.3301 -1.0656
Si 9.8144 9.3324 13.1155 0.569 -0.0246 -1.053
Si 11.3511 15.5033 15.6488 -1.0507 1.5523 -0.922
Si 6.1018 7.1625 21.0666 -0.6709 1.2757 1.0401
Si 7.6206 -6.3437 13.0806 0.1361 -0.9694 2.5275
Si 2.7283 2.9186 16.009 1.3008 1.1989 2.0359
Si 5.6591 -1.5479 15.7459 -3 0.3407 0.2235
Si 5.4946 -2.8184 18.6537 1.218 3.2894 1.4457
Si 6.9421 -1.2007 20.8927 -1.0961 1.2153 -0.3072
Si 12.8317 11.1301 19.1382 -0.9741 -2.5407 3.0848
Si 13.4316 3.2679 19.0024 -0.8552 -0.0916 0.5094
Si 7.7742 2.9842 18.6135 2.1508 -2.7276 -1.794
Si 3.416 -2.2727 20.5364 -0.3476 0.1683 3.8676
Si 8.5627 10.5534 15.6666 -4.1445 1.4922 -0.8472
Si 0.3894 4.9311 20.2688 -0.0625 -2.1228 0.8982
Si 8.9007 0.98 20.8935 2.3406 5.5873 -0.4808
Si 10.2303 6.491 17.8119 -0.8284 0.4108 0.5903
Si 7.3065 5.7152 18.4127 -1.36 -0.3574 -1.1008
Si 11.6323 2.1902 21.1134 -2.6014 -3.1435 -4.4189
O 1.2475 -1.2428 -0.3561 -2.5583 2.7304 0.3415
N 1.9441 1.7746 19.8795 -0.1032 1.7585 -0.4299
O 3.8838 1.5335 -0.5377 2.1907 -1.6924 -0.7351
O 0.5759 5.3758 21.8336 -0.1686 -0.4036 -2.0137
O -0.3367 3.2216 20.5308 1.084 4.831 -1.1499
O 2.508 7.7442 21.637 0.719 0.1542 -0.3751
O 5.9563 -0.1328 21.6734 -0.296 1.5272 1.6526
N 7.2779 -2.6511 21.7382 1.8121 -0.554 0.8686
O 5.6047 -2.587 17.0655 -0.6129 0.1131 -0.8422
O 8.663 1.9299 19.4776 -1.0995 -1.4501 1.2537
O 13.4188 -0.9441 20.3417 -0.1115 2.041 -1.7924
O 5.3462 6.0073 21.8668 1.5238 -1.6276 1.3093
O 6.9414 3.9962 -0.3589 -0.7164 1.0683 0.4039
O 9.8151 7.273 -0.4704 0.7814 -2.0209 -0.2936
O 10.469 6.1146 19.4241 0.511 -1.1818 0.0696
O -0.0033 6.0206 14.8241 0.3471 -2.0802 0.6465
O -2.393 2.9734 17.0693 -1.5048 0.4835 3.7765
O 0.3621 5.4279 17.0977 -0.2642 -0.3838 0.251
O 1.5913 1.3307 11.2554 1.1745 0.8954 0.5547
O -0.7276 3.5074 15.4829 0.8872 -0.5358 -1.291
O 0.0498 5.118 12.4598 0.672 1.6827 -3.1726
O 1.5961 6.9691 11.3599 -0.9166 -0.0224 -0.2017
O 3.9261 8.2958 12.1666 -2.0252 -0.7804 -1.1646
O 5.4441 -0.4227 12.3329 0.3357 -0.0543 -1.9239
O 6.862 1.5388 11.306 1.0502 1.2429 0.6095
O 8.6581 3.7942 12.1056 -1.61 -4.1664 -3.3974
O 8.4221 1.9338 22.1434 -0.5589 0.2315 0.1082
O 4.168 3.2266 11.5951 -1.277 0.6726 -1.0176
O 6.2329 4.9303 12.4011 -2.3279 -0.541 -1.4274
O 11.0444 10.4116 12.7698 0.4782 -0.4102 -1.6442
O 6.6349 8.0486 11.8474 -1.7914 0.5346 1.1654
O 8.097 1.2258 15.2716 3.0403 0.1931 -0.3131
O 3.8494 -13.6446 19.1318 2.5329 -1.9038 -4.3134
O 2.0185 4.1053 15.1505 -2.0948 -0.053 0.6442
O 9.0819 9.6603 14.489 0.3422 0.1995 -0.6738
O 4.3359 3.3003 16.3227 -0.8887 -0.5899 -0.9091
O 6.9879 21.0122 15.9827 1.2403 0.0106 0.2656
O 9.5695 10.2482 16.8165 0.8846 0.7115 0.765
O 10.6292 8.1199 17.5967 0.0651 -3.2285 -0.142
O 6.2318 13.4716 18.3352 -0.2027 -0.1914 -0.7656
O 13.9405 0.3527 18.0164 0.3581 -0.8811 -3.8089
O 12.8383 3.0422 17.4644 0.4521 0.3129 0.6824
O 16.5167 -2.2441 14.2799 -0.5095 -0.1124 -0.7903
O -3.3511 3.724 14.6051 1.6171 -0.4847 -1.0322
O 13.4608 1.397 15.5828 -0.4571 0.5859 -0.9403
O 11.3155 10.5112 18.6837 1.9086 -0.6723 -1.9636
O 19.7217 20.6137 11.8743 -1.8525 -2.6827 -1.8058
O 4.1389 -0.5611 15.646 2.6471 -2.2369 0.894
N -0.3124 0.8025 21.4495 1.3297 0.3466 0.3009
N 6.635 -3.9843 19.4388 -2.7943 0.4193 -0.9939
O 7.8123 -6.4371 19.2515 0.6608 0.4026 0.7631
O 1.4747 -0.8831 16.2457 -2.8267 -1.6932 0.7672
O 12.4514 2.9118 22.1573 3.3081 1.5967 3.6486
O 4.1016 3.7731 18.8565 -0.7871 -0.6323 -0.1476
O 4.9683 8.3906 21.2479 -1.7818 -0.162 -0.9384
O 1.9456 -6.2799 19.8364 -1.2321 -0.9524 -1.3178
O 6.0558 5.0918 17.4441 0.2059 -0.7018 0.6541
O 6.3273 -1.4034 19.4066 -1.0293 -1.5796 -1.6206
O 10.063 7.7506 13.2321 0.8997 -0.3277 -0.9561
O 8.5248 5.8366 13.3288 -1.2592 0.4903 0.9472
O 8.5477 6.2972 17.5233 2.1421 0.3736 0.3395
O 8.4062 -0.453 20.729 -2.0023 -2.6847 0.0054

Results
free energy: -39374.343 eV
free energy less fixed offsets of N -289.75, O -463.61, Si -117.95 eV per atom: -2.763 eV
pressure: -2.90 GPa
stress xx, yy, zz, yz, xz, xy (GPa, positive in tension): 4.06, 2.39, 2.24, -1.22, 1.19, 0.22
